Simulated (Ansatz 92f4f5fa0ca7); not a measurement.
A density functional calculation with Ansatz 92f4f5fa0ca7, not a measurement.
Periodic cell of 237 atoms, Si146O90As1, from a study of silicon, its oxide and their interface. The atomic structure is a simulated model.
Doubt: the cutoff is far below the 930 eV that the study's wrapper takes by default for these files, so forces and energies are approximate.
This geometry differs little from another in the collection (a relaxation step or a small displacement).

Settings: functional PBE; potential files Ansatz PAW; basis plane waves; wave-function cutoff 580 eV; density cutoff ratio 5; exchange-correlation grid ratio 1; k mesh 1 x 1 x 1, Gamma-centred; self-consistency stop 5e-08 eV per atom in the density residual; occupations fixed; spin none; net charge +1 e, with a uniform compensating background and no finite-size correction.

Cell vectors (angstrom)
a  11.6015  0  0
b  0  10.938  0
c  0  0  32.0622

Atoms: element, x, y, z (angstrom)
Si  -0.2028  -0.0723  23.2616
Si  3.669  0.1935  23.0824
Si  7.567  -0.142  23.4464
Si  1.6886  1.3702  23.3913
Si  5.7345  1.392  23.1572
Si  9.4453  1.2365  23.3425
Si  0.1495  5.3037  23.45
Si  4.1293  5.3465  23.3549
Si  8.0577  5.5961  23.5404
Si  2.1325  6.5888  23.3644
Si  6.0093  6.7802  23.4896
Si  10.0192  6.88  23.595
Si  1.8435  2.6149  25.3994
Si  5.8819  2.62  25.2421
Si  9.6314  2.6708  25.2574
Si  11.5842  4.0188  25.3875
As  3.8905  3.9833  25.3329
Si  7.7621  4.1073  25.3517
Si  1.9739  8.1616  25.1774
Si  5.7755  8.18  25.3644
Si  9.7116  8.2638  25.4362
Si  11.636  9.5681  25.2567
Si  3.8665  9.5959  25.0555
Si  7.6948  9.527  25.4138
Si  11.6496  -0.006  27.2027
Si  3.9085  -0.0624  27.1184
Si  7.7641  -0.0143  27.2925
Si  2.0007  1.3059  27.3174
Si  5.8254  1.3251  27.2162
Si  9.697  1.3391  27.2146
Si  11.5867  5.4677  27.2468
Si  3.8484  5.4687  27.2973
Si  7.723  5.4603  27.2814
Si  1.92  6.836  27.1616
Si  5.7812  6.8133  27.2778
Si  9.657  6.8279  27.2983
Si  1.9392  2.7225  29.2084
Si  5.8078  2.7222  29.142
Si  9.6824  2.726  29.1512
Si  0.0115  4.1005  29.1743
Si  3.8697  4.0764  29.2056
Si  7.7419  4.092  29.1979
Si  1.9476  8.1906  29.1258
Si  5.798  8.1884  29.2013
Si  9.6758  8.1991  29.2168
Si  0.014  9.5618  29.15
Si  3.8784  9.5594  29.1137
Si  7.7343  9.5528  29.2117
Si  0.0052  -0.0007  31.097
Si  3.8634  0.0037  31.0688
Si  7.7323  0.008  31.1226
Si  1.9323  1.3673  31.1371
Si  5.7979  1.3668  31.0779
Si  9.6712  1.3642  31.0951
Si  0.0112  5.4743  31.1034
Si  3.8728  5.4865  31.1178
Si  7.7463  5.4707  31.1337
Si  1.9393  6.8465  31.0794
Si  5.8108  6.8347  31.1309
Si  9.6811  6.8374  31.1505
Si  1.9321  2.7558  1.0002
Si  5.799  2.7537  0.9374
Si  9.6686  2.7363  0.9749
Si  -0.0101  4.1115  0.9701
Si  3.867  4.1184  0.9893
Si  7.7421  4.1118  1.0058
Si  1.9324  8.2217  0.9527
Si  5.7985  8.233  0.978
Si  9.6708  8.2263  1.0145
Si  0.0004  9.5936  0.9888
Si  3.8615  9.5944  0.9662
Si  7.7392  9.5841  0.9947
Si  11.6112  0.0403  2.9279
Si  3.8571  0.0283  2.9201
Si  7.7415  0.0292  2.9115
Si  1.936  1.4066  2.9396
Si  5.8118  1.371  2.8424
Si  9.6625  1.3908  2.9288
Si  11.5663  5.5092  2.8767
Si  3.8779  5.5045  2.9201
Si  7.7389  5.52  2.9285
Si  1.9142  6.8275  2.8634
Si  5.8103  6.8666  2.8969
Si  9.6611  6.9056  2.9799
Si  1.913  2.8394  4.8328
Si  5.8365  2.7304  4.7511
Si  9.5986  2.8036  4.8392
Si  11.5413  4.1394  4.786
Si  3.9188  4.1027  4.8299
Si  7.7162  4.21  4.891
Si  1.8872  8.1529  4.8045
Si  5.8083  8.2668  4.795
Si  9.661  8.3293  4.9173
Si  11.6331  9.6574  4.891
Si  3.8171  9.4904  4.7919
Si  7.7213  9.6833  4.8957
Si  11.5941  0.2362  6.7824
Si  3.7517  -0.049  6.662
Si  7.7106  0.0615  6.9201
Si  2.0456  1.5072  6.7689
Si  5.7094  1.2787  6.6293
Si  9.6425  1.5244  6.8378
Si  11.5236  5.5034  6.7064
Si  3.9804  5.4369  6.7982
Si  7.7368  5.6752  6.8369
Si  1.9734  6.6454  6.6577
Si  5.8108  6.9797  6.7546
Si  9.7532  7.0444  6.9207
O  9.9967  7.9727  8.3057
O  7.6614  9.938  8.2241
O  7.4003  4.7375  8.169
O  3.3708  10.3519  8.2084
O  2.0354  7.5605  8.0253
O  3.9983  4.5895  8.2501
O  9.7768  2.4511  8.2219
O  2.6095  2.343  8.1257
O  11.3837  4.5757  8.0718
O  5.3574  2.3753  7.8184
O  5.8148  7.984  8.0888
O  11.308  10.3172  8.1567
O  11.2857  10.0894  21.783
O  3.2123  10.7189  21.5129
O  5.8021  7.7481  22.1552
O  4.2367  4.4227  21.979
O  7.6837  9.6796  22.1934
O  10.3444  7.6759  22.182
O  1.6092  2.4179  22.1143
O  5.9506  2.4221  21.8572
O  8.4431  4.689  22.2083
O  -0.0826  4.4536  22.0292
O  2.3588  7.3302  21.91
O  9.1191  1.8822  21.8521
Si  1.9142  7.7871  9.6114
Si  5.0437  0.5743  17.6768
Si  2.4845  5.4139  14.0184
Si  10.553  3.8622  14.0422
Si  8.2744  2.384  15.2517
Si  9.5435  2.2434  20.3213
Si  10.5059  3.651  9.0805
Si  0.0338  2.3146  11.5675
Si  11.0239  8.1346  15.3911
Si  5.1596  6.9301  13.9893
Si  5.75  2.6176  11.1206
Si  8.5815  7.6754  19.3766
Si  8.1188  4.8475  20.6197
Si  5.917  9.5811  15.1917
Si  2.1247  7.6206  20.3228
Si  1.9179  4.8858  18.7648
Si  4.4884  3.4392  17.999
Si  8.5054  8.9242  16.8048
Si  0.8302  9.4786  13.298
Si  9.9096  10.6523  11.7263
Si  5.3563  3.6976  20.9997
Si  0.5725  5.5238  16.2521
Si  10.7816  9.1518  9.1534
Si  6.5719  8.8948  21.2809
Si  7.1144  7.1116  11.4901
Si  2.674  0.735  12.2186
Si  10.9015  8.6809  21.0275
Si  6.0362  4.3257  15.6297
Si  7.081  0.4871  12.9717
Si  4.0563  2.9823  8.5983
Si  0.8751  6.7392  11.8948
Si  6.5696  9.051  9.0811
Si  0.6597  3.2954  21.1273
Si  9.7962  6.5097  12.8885
Si  7.7143  4.5389  9.7561
Si  3.9869  10.0685  20.2093
Si  4.2579  3.0354  13.5311
Si  3.8537  10.0137  9.7399
Si  8.0556  0.7724  18.0198
O  11.5053  3.23  12.8967
O  9.3392  4.4742  9.8857
O  8.8034  3.6094  19.8445
O  4.0484  -0.073  18.8038
O  11.3126  4.5377  15.3065
O  9.8519  9.7936  10.3291
O  3.7676  1.5295  13.1397
O  0.6547  9.0573  14.8651
O  6.4759  0.9742  18.3805
O  4.7372  3.1813  19.6033
O  6.2484  1.1815  11.742
O  0.5443  8.6368  9.8694
O  5.6397  4.3172  17.2285
O  8.4401  7.2099  12.401
O  4.4054  2.636  10.1571
O  2.0599  5.6463  15.5749
O  3.3757  0.0674  10.9165
O  5.8834  7.2202  12.5503
O  2.3143  6.3473  19.3528
O  0.6361  4.9353  17.7705
O  8.4137  10.6911  12.3739
O  5.4732  10.0783  9.6966
O  0.6126  8.1931  20.2023
O  9.7622  2.6018  14.677
O  2.0013  10.5887  13.2216
O  9.9457  9.1096  16.0972
O  6.1428  10.3487  13.7675
O  7.451  1.5939  14.1034
O  1.6449  3.9312  20.036
O  5.9048  5.7917  14.9187
O  7.3379  8.9392  15.6874
O  1.5119  1.6735  11.6069
O  7.1962  8.2926  10.3695
O  4.3215  1.98  17.2818
O  7.0326  3.1659  10.2862
O  11.5378  7.0102  16.4407
O  8.28  10.1307  17.8412
O  3.2669  8.5383  10.1059
O  7.5834  3.8353  15.5232
O  3.1235  4.2872  17.8782
O  2.8961  3.8841  13.7044
O  1.335  8.1997  12.4423
O  1.2037  5.674  13.0632
O  4.9703  8.2994  14.8628
O  11.1668  2.3912  20.3291
O  10.9771  9.9867  12.759
O  5.2872  3.5753  12.3691
O  5.0809  3.198  14.9234
O  6.4848  4.8043  20.5674
O  8.3991  1.5553  16.6443
O  10.4114  1.2399  11.4586
O  10.87  6.6136  11.6567
O  3.2705  8.6638  19.8538
O  1.7131  6.4381  10.5191
O  7.1652  8.2188  19.9518
O  8.5028  7.5812  17.7508
O  3.6722  6.4228  13.6114
O  9.5567  4.961  13.3448
O  5.5065  9.9951  20.7852
O  10.3295  7.3646  14.1498
O  8.7726  6.1779  19.9785
O  7.0716  5.7147  10.6636
O  5.269  10.5409  16.3694
O  9.0514  1.1435  19.2496
O  11.5766  3.1627  10.1848
O  9.7455  8.7074  19.8863

Results
free energy: -148858.021 eV
free energy less fixed offsets of As -4856.12, O -568.88, Si -635.61 eV per atom: -3.641 eV

Forces (eV/angstrom), in the order of the atoms: element, x, y, z
Si  0.0486  0.0755  0.0032
Si  -0.0009  0.0574  0.0146
Si  -0.054  0.0478  -0.0031
Si  -0.0189  -0.0321  0.0489
Si  0.0257  -0.0546  0.0349
Si  -0.0011  -0.0705  0.0084
Si  0.0096  0.0581  0.0191
Si  -0.031  0.0605  0.006
Si  -0.0164  0.0808  0.0101
Si  0.0515  -0.0874  0.0015
Si  0.0111  -0.0683  0.0051
Si  -0.0151  -0.0643  0.0326
Si  0.0264  -0.018  -0.0434
Si  -0.0292  0.0281  -0.0463
Si  -0.012  0.0244  0.0174
Si  -0.0082  -0.0027  -0.0031
As  0.0173  0.0324  0.0341
Si  -0.0108  -0.0399  -0.0047
Si  -0.0119  0.0118  0.0097
Si  0.0017  0.0109  0.0091
Si  0.0036  0.0118  0.006
Si  -0.0063  -0.0161  0.0035
Si  0.0048  -0.0101  0.0328
Si  0.0086  -0.0151  -0.0051
Si  0.012  0.0058  0.0193
Si  0.003  0.0029  -0.0295
Si  -0.0128  0.014  0.0038
Si  -0.0269  -0.0184  0.0038
Si  0.0202  -0.0304  0.0289
Si  0.0044  -0.021  -0.0057
Si  -0.0137  0.0247  0.0045
Si  -0.0177  -0.021  0.0057
Si  0.0014  0.0292  0.0062
Si  0.0254  -0.0082  -0.0065
Si  -0.0081  -0.0109  -0.0294
Si  0.0102  -0.0338  -0.0091
Si  0.0141  0.0159  0.0122
Si  0.0002  0.0178  -0.0101
Si  0.0055  0.0245  -0.0091
Si  -0.0015  -0.0142  0.0006
Si  -0.011  -0.0024  -0.0284
Si  -0.0107  -0.0204  0.0073
Si  -0.0167  -0.0012  -0.0106
Si  -0.0039  -0.0013  0.0115
Si  -0.0072  0.0141  0.0267
Si  -0.008  -0.0002  -0.0131
Si  0.006  -0.0039  -0.0036
Si  0.0215  0.0016  0.007
Si  -0.0043  0.007  0.0016
Si  -0.0017  0.0149  0.0049
Si  -0.0003  0.0005  -0.003
Si  -0.0018  -0.0008  -0.0108
Si  0.003  -0.0005  0.0014
Si  -0.0011  -0.0134  0.0076
Si  -0.003  0  0.0029
Si  0  -0.0009  0.0028
Si  0.003  0.0024  -0.0008
Si  0.0019  -0.008  0.0021
Si  -0.0024  0.0005  -0.0005
Si  -0.0005  -0.0049  -0.0116
Si  0.0044  -0.006  0.0104
Si  -0.0087  -0.0103  -0.0038
Si  0.0038  0.0033  0.0033
Si  -0.0127  0.0032  -0.0093
Si  0.0023  0.0051  0.0006
Si  0.009  0.0067  0.0011
Si  -0.0008  0.0019  -0.0086
Si  0.0053  -0.001  -0.0031
Si  -0.005  0.003  0.0082
Si  -0.0045  0.0047  0.0094
Si  0.0012  -0.0035  0.0032
Si  0.0021  0  0.0012
Si  -0.0016  -0.0024  -0.0053
Si  -0.0047  0.0028  -0.0045
Si  0.0032  0.0004  -0.0012
Si  -0.0018  0.0024  -0.0024
Si  0.0055  0.004  -0.0016
Si  0.0005  -0.0011  -0.0026
Si  -0.0043  -0.0028  0.0042
Si  0.0051  -0.0072  -0.0007
Si  -0.0038  -0.0065  -0.0008
Si  0.0006  0.0022  0.0017
Si  0.0016  0.003  -0.0001
Si  0.0019  0.0067  -0.0027
Si  -0.0031  -0.0069  0.011
Si  -0.0001  -0.0082  0.0071
Si  -0.0052  -0.0043  0.0055
Si  0.0053  0.0052  0.0063
Si  -0.0016  0.0052  0.0067
Si  0.0066  0.0066  0.0035
Si  -0.0017  -0.0061  0.0063
Si  0.001  -0.0092  0.0042
Si  -0.0004  -0.0061  0.0063
Si  0.0017  0.0071  0.0061
Si  0.0041  0.0061  0.0108
Si  0.0007  0.0048  0.0032
Si  -0.0011  0.0086  -0.0119
Si  -0.0054  -0.0017  -0.0199
Si  -0.002  0.01  -0.0126
Si  -0.0027  0.0022  -0.0173
Si  0.0146  0.0013  -0.0096
Si  0.0087  -0.0069  -0.0194
Si  -0.0004  0.0058  -0.0119
Si  -0.0007  0.0029  -0.0092
Si  0.0008  0.0129  -0.0146
Si  0.002  -0.0058  -0.019
Si  0.003  -0.008  -0.0162
Si  0.003  -0.0134  -0.0111
O  0.01  0.026  0.0042
O  -0.0124  -0.0234  0.0043
O  0.0006  -0.0164  0.0209
O  0.0004  -0.0149  0.0189
O  -0.002  0.0176  0.0129
O  0.0026  -0.0202  -0.0004
O  0.0063  0.0297  0.0077
O  0.0195  0.0129  -0.0023
O  -0.0108  -0.0233  0.0057
O  -0.0174  0.0169  -0.0018
O  0.0076  0.0271  0.0076
O  -0.0128  -0.03  0.0111
O  -0.017  -0.0476  -0.0107
O  0.0045  -0.0175  -0.0167
O  0.0057  0.0477  -0.0361
O  0.0274  -0.034  -0.0443
O  0.0139  -0.0274  -0.0065
O  0.0071  0.0334  -0.0195
O  -0.0052  0.0289  -0.0159
O  -0.0091  0.0499  -0.0126
O  0.0073  -0.0208  -0.0137
O  0.0002  -0.0428  -0.0195
O  -0.0034  0.0205  -0.0504
O  0.0023  0.0254  -0.0196
Si  0.0031  0.011  0.0126
Si  -0.0014  -0.0066  -0.044
Si  -0.0012  0.0008  -0.0084
Si  0.0036  0.003  -0.0142
Si  -0.0038  -0.0072  -0.0209
Si  0.01  0.009  -0.0162
Si  -0.0029  -0.001  0.0015
Si  -0.0025  0.0036  0.0106
Si  -0.0073  0.0055  -0.0196
Si  0.0037  -0.0006  -0.0095
Si  -0.0028  0.0111  0.0111
Si  -0.005  0.0026  -0.0389
Si  -0.0035  0.0003  -0.0122
Si  -0.0002  -0.0006  -0.0155
Si  -0.0102  0.0379  0.0059
Si  0.0024  -0.011  -0.0286
Si  -0.0039  0.0055  -0.04
Si  -0.0034  -0.0007  -0.0357
Si  0.0029  0.0076  -0.001
Si  0.0024  -0.0075  0.0091
Si  0.0125  -0.0025  0.0442
Si  -0.0037  -0.0004  -0.0282
Si  -0.0049  -0.0005  -0.0035
Si  -0.0132  0.003  0.029
Si  0.0039  0.0037  0.007
Si  0.0037  -0.0068  0.0042
Si  0.015  0.0132  0.0029
Si  0.0021  0.0065  -0.0258
Si  0.0019  0.001  0.001
Si  -0.0085  0.0069  0.0064
Si  0.0057  0.0003  0.0114
Si  0.0044  0.0042  0.0058
Si  0.0028  -0.0031  0.0156
Si  -0.0098  0.0048  0.0053
Si  0.0037  -0.0026  0.0102
Si  0.0094  -0.0063  0.0105
Si  0.002  -0.0048  -0.0069
Si  0.0003  -0.0011  0.011
Si  -0.0003  -0.0018  -0.0431
O  -0.0065  0.0063  0.0066
O  -0.0042  0.0038  -0.0108
O  0.0016  -0.0094  0.0184
O  0.0049  0.0127  0.0097
O  -0.0018  -0.0008  0.0144
O  -0.0082  0.0126  0.0056
O  0.0031  0.0085  0.0005
O  0.0013  -0.0038  0.0117
O  -0.0004  -0.001  0.0226
O  -0.0057  -0.0137  -0.019
O  0.0057  -0.0089  -0.0084
O  0.0147  -0.0036  -0.0109
O  -0.0033  -0.0034  0.0207
O  0.009  -0.0024  -0.003
O  0.0138  -0.0028  0.0103
O  -0.0032  -0.0006  0.0127
O  -0.0088  0.012  0.0007
O  -0.0081  -0.0021  0.0014
O  -0.001  -0.0219  0.0152
O  -0.0053  0.0024  0.0168
O  -0.0084  0.0051  -0.0039
O  -0.0059  0.0051  -0.0136
O  0.0037  -0.0118  0.0197
O  -0.0024  0.0014  0.0044
O  -0.0049  -0.0042  -0.0008
O  0.0049  -0.0015  0.0145
O  -0.0003  -0.0026  0.0009
O  -0.0008  0.0058  0.0096
O  0.021  0.0235  -0.0054
O  -0.0018  -0.0042  0.0108
O  0.0006  0.0014  0.0136
O  -0.0008  -0.0002  -0.013
O  0.0031  -0.0137  0.0032
O  -0.0009  0.001  0.0162
O  -0.0061  -0.006  -0.0116
O  0.0021  -0.0036  0.0107
O  0.0011  -0.0048  0.0263
O  -0.0038  -0.0036  -0.0174
O  -0.0036  -0.0011  0.0127
O  0.0038  -0.0042  0.0233
O  0.002  0.0014  -0.0033
O  -0.0019  0.0045  -0.0051
O  0.0018  -0.0033  -0.0008
O  -0.0038  0.0009  0.0085
O  -0.0077  -0.0057  0.0095
O  0.0097  -0.0014  0.0007
O  -0.0041  0.0007  0.0033
O  -0.0012  -0.0001  0.0123
O  -0.0188  -0.0084  0.0106
O  0.002  0.007  0.0104
O  0.002  0.0005  -0.0135
O  -0.0028  -0.0003  -0.0111
O  0.0008  -0.01  0.0188
O  -0.0038  -0.0072  -0.0069
O  0.0082  -0.0096  0.0043
O  -0.0023  -0.0005  0.0071
O  -0.001  -0.0018  0.0009
O  0.0035  -0.001  -0.0018
O  -0.0198  -0.0051  -0.0001
O  0.0016  -0.003  0.0051
O  0.0011  0.0088  0.015
O  -0.0022  0.0103  -0.0048
O  0.0037  -0.004  0.0123
O  -0.0072  -0.0073  0.0154
O  0.0121  -0.0092  0.002
O  -0.018  -0.0073  0.003

The program warned: the cutoff lies below the one the program advises for these potential files; the forces do not sum to zero within the program's tolerance; the exchange-correlation potential is rough where the density is thin.
